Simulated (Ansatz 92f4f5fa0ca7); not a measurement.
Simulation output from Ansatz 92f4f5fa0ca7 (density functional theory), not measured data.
Periodic cell of 214 atoms, Si131O81As2, from a study of silicon, its oxide and their interface. The atomic structure is a simulated model.
Doubt: the cutoff is far below the 930 eV that the study's wrapper takes by default for these files, so forces and energies are approximate.
This geometry differs little from another in the collection (a relaxation step or a small displacement).

Settings: functional PBE; potential files Ansatz PAW; basis plane waves; wave-function cutoff 580 eV; density cutoff ratio 5; exchange-correlation grid ratio 1; k mesh 1 x 1 x 1, Gamma-centred; self-consistency stop 5e-08 eV per atom in the density residual; occupations fixed; spin none; net charge 0.

Cell vectors (angstrom)
a  10.938  0  0
b  0  10.938  0
c  0  0  31.5432

Atoms and the computed forces on them: element, x, y, z (angstrom), force x, y, z (eV/angstrom)
Si  10.4304  0.58  24.3374  0.0059  -0.0019  0.0025
Si  6.035  10.5101  24.1449  0.0017  0.0043  0.0014
Si  2.1275  3.2512  24.0849  0.0024  -0.0032  0.0005
Si  8.6962  2.2633  24.3033  -0.0033  -0.0009  0.0009
Si  0.4975  5.0586  24.1667  0.0004  0.0021  0.0027
Si  5.0508  5.8996  24.1977  0.0051  -0.001  0.0038
Si  3.3921  7.6543  24.1566  -0.0015  -0.001  -0.0007
Si  7.8232  8.8352  23.9867  -0.0007  -0.0017  0.0034
Si  1.3386  1.4831  25.4562  0.0024  -0.0048  -0.0087
Si  6.9125  1.3072  25.4926  -0.0063  0.004  -0.0086
Si  4.0237  4.1059  25.3276  -0.0011  0.0013  -0.0053
Si  9.6606  4.1016  25.4158  -0.0019  0.0035  -0.0073
Si  1.4933  6.8211  25.3637  -0.0037  0.0032  -0.004
Si  6.8928  6.9548  25.2432  0  -0.0012  -0.0045
Si  4.2228  9.5374  25.3372  -0.0015  0.0017  -0.0018
Si  9.523  9.6448  25.4302  0.0031  -0.0031  -0.0107
Si  2.7764  0.0062  26.6445  -0.0027  0.0018  0.0016
Si  8.2163  -0.0199  26.9294  -0.0006  -0.0011  0.0335
Si  0.0085  2.7752  26.9072  0.001  0.0005  0.0302
Si  5.4476  2.7381  26.6682  0.0009  0.0011  0.0008
Si  2.7533  5.4486  26.8298  0.0058  0.0022  0.0212
Si  8.2224  5.5265  26.6298  -0.0037  0.0006  0.0027
Si  0.0362  8.2128  26.6475  -0.0006  0.0002  0.0011
Si  5.5424  8.2048  26.7875  0  -0.0017  0.0165
Si  4.1131  1.3627  28.0754  0.0024  -0.0027  -0.0056
Si  9.5816  1.3799  28.2231  0.001  0.0026  -0.0185
Si  1.3842  4.1307  28.2209  -0.0067  0.0018  -0.013
Si  6.8384  4.1339  28.0289  -0.0012  0.0049  -0.0077
Si  4.1419  6.8363  28.1384  0.0018  -0.0026  -0.02
Si  9.5991  6.8483  28.0543  0.0021  -0.0014  -0.0076
Si  1.3933  9.5818  28.046  0.0033  0.0007  -0.0072
Si  6.8369  9.5482  28.2215  0.008  0.0065  -0.0143
Si  0.0325  -0.0207  29.4958  -0.0044  0.0066  0.0053
Si  5.4544  0.0111  29.5043  0.0016  -0.0034  0.0033
Si  2.7561  2.715  29.4991  -0.0035  0.0026  0.0042
Si  8.175  2.7689  29.4869  0.005  -0.0057  0.0064
Si  -0.0181  5.4964  29.5054  0.007  -0.0045  0.0031
Si  5.4903  5.4572  29.4845  -0.002  0.0046  0.0036
Si  2.738  8.2103  29.4677  0.0019  -0.0015  0.0067
Si  8.2372  8.1727  29.5009  -0.0057  0.0047  0.0035
Si  1.3673  1.3673  30.8594  0.1521  -0.1056  0.1086
Si  6.8362  1.3673  30.8594  -0.113  0.1531  -0.0747
Si  4.1018  4.1018  30.8594  0.1555  -0.0928  0.0124
Si  9.5708  4.1018  30.8594  -0.1707  0.1218  -0.0552
Si  1.3673  6.8362  30.8594  0.0236  0.2212  -0.103
Si  6.8362  6.8362  30.8594  0.1418  -0.1571  0.061
Si  4.1018  9.5708  30.8594  -0.179  0.0025  -0.0579
Si  9.5708  9.5708  30.8594  0.151  -0.115  0.0556
Si  2.7345  0  0.6835  0.0882  -0.1315  0.0847
Si  8.2035  0  0.6835  -0.1853  0.1007  -0.0592
Si  0  2.7345  0.6835  -0.1979  0.1215  -0.0492
Si  5.469  2.7345  0.6835  0.1291  -0.1275  0.0646
Si  2.7345  5.469  0.6835  -0.1487  0.1409  -0.0566
Si  8.2035  5.469  0.6835  0.0679  -0.2457  0.0927
Si  0  8.2035  0.6835  0.1942  -0.1208  0.0646
Si  5.469  8.2035  0.6835  -0.158  0.0976  -0.0981
Si  4.1187  1.3498  2.0514  -0.0023  0.0017  -0.0033
Si  9.5369  1.3877  2.0425  0.0094  -0.014  -0.0026
Si  1.3344  4.1298  2.0479  0.0011  -0.0053  -0.0006
Si  6.856  4.0675  2.0621  -0.0054  0.002  -0.0052
Si  4.0934  6.8418  2.0467  0.0087  -0.0054  -0.0008
Si  9.5927  6.804  2.043  -0.0038  0.0028  -0.0019
Si  1.3822  9.552  2.0537  -0.0058  0.0059  -0.0048
Si  6.8021  9.5875  2.0506  0.0015  0.0008  0.0005
Si  -0.0388  -0.0104  3.3326  -0.0086  0.0098  -0.0004
Si  5.4526  -0.0047  3.5023  -0.0031  0.0014  0.004
Si  2.7139  2.734  3.3324  -0.0144  -0.0184  0.0316
Si  8.1757  2.6882  3.5108  0.0037  -0.0038  0.0084
Si  -0.0345  5.4427  3.5056  -0.0028  0.0047  0.0064
Si  5.4563  5.44  3.3607  -0.0123  0.0075  0.0072
Si  2.7434  8.1896  3.4738  0.002  -0.0018  0.0045
Si  8.1779  8.1668  3.3202  0.0127  -0.0037  0.0319
Si  1.3185  1.3725  4.6475  0.001  0.0185  -0.026
Si  6.8226  1.3084  4.9503  0.0003  -0.0026  0.0021
Si  4.0683  4.0803  4.6979  -0.0004  0.0021  -0.0311
Si  9.5377  4.0385  4.9143  0.0065  0.0012  0.0002
Si  1.3634  6.8315  4.8588  -0.003  -0.006  -0.0036
Si  6.8448  6.7932  4.687  0.0033  0.0042  -0.0201
Si  4.0922  9.5563  4.9006  0.0031  -0.0016  -0.0025
Si  9.5079  9.5569  4.648  -0.0155  0.0067  -0.0197
Si  2.5753  0.0321  6.0938  0.0026  -0.0019  0.0073
Si  8.23  -0.1669  6.2403  0.0165  0.0058  0.001
Si  0.0244  2.6226  6.1964  -0.0019  -0.0124  0.0061
Si  5.3454  2.7274  6.182  -0.0005  -0.0068  0.0089
Si  2.7481  5.4124  6.16  -0.0026  0.0066  0.0069
Si  8.1054  5.4332  6.1935  -0.0049  -0.0033  0.0072
Si  -0.08  8.2755  6.052  0.0001  -0.0058  0.0097
Si  5.5684  8.1439  6.1463  0.0047  0.0086  0.0108
Si  3.4483  1.85  7.3348  0.0134  -0.0037  -0.0047
Si  10.0819  0.7448  7.4033  -0.0074  0.0101  -0.0177
Si  1.7954  3.6277  7.3909  -0.0004  0.0117  -0.004
Si  6.2069  4.5605  7.4017  0.0013  -0.0007  0.0002
Si  4.6089  6.3433  7.282  -0.0001  -0.0005  -0.003
Si  9.1866  7.1951  7.3233  0.0025  -0.0057  -0.0053
As  0.9001  9.9412  7.5165  0.003  -0.0092  -0.0136
Si  7.4231  8.8704  7.477  -0.0115  0.001  -0.0054
O  4.4781  6.7588  8.8768  -0.004  0.0028  0.0029
O  1.3971  3.9948  8.9618  -0.001  0.0014  0.0002
O  9.8284  6.6698  8.7635  0.0057  0.0041  0.0042
O  6.193  4.317  9.054  0.0042  -0.0016  0.0012
O  3.5829  1.4445  8.9406  -0.0043  -0.0054  0.0151
O  7.1887  8.9535  9.1322  0.0032  0.0037  -0.0017
O  9.7376  1.0028  9.0127  0.0077  -0.003  0.001
O  8.2278  2.5477  22.7471  -0.0011  0.0015  -0.0014
O  10.9889  5.5684  22.6531  -0.001  0.0011  -0.0017
O  5.6114  0.1097  22.6415  -0.0019  0.002  -0.0015
O  5.3015  5.4051  22.6363  0.0003  -0.0008  -0.0032
O  2.1556  2.8032  22.4818  0.0005  0  -0.0005
O  3.3302  7.8629  22.5053  0.0002  0.0013  0.0015
O  8.374  8.7524  22.4074  0.0015  0.0007  -0.002
O  -0.1659  11.2387  22.7519  0.001  0.0008  -0.0009
Si  2.1612  2.9878  12.9078  -0.001  0.0008  0.0017
Si  8.7854  1.2936  10.3025  -0.0054  0.0013  0.0015
Si  1.0564  4.5333  15.3611  0.0017  0.0014  0.0012
Si  7.6189  5.6662  12.204  -0.0016  0.0014  -0.0056
Si  2.4135  8.1901  21.2056  0.0003  -0.0003  -0.0016
Si  5.4354  7.8551  12.4541  0.0015  -0.0005  -0.0007
Si  9.2678  0.5048  15.4966  0.0009  0.0017  0.0017
Si  2.9146  -0.0212  16.6625  0.0021  0.0006  0.0014
Si  10.5256  1.1265  12.6319  -0.0029  0.004  -0.0016
Si  7.7576  2.8367  21.231  0.0018  -0.0002  -0.0024
Si  9.092  8.7827  14.547  0.0016  -0.0007  0.0016
Si  1.4817  4.7859  10.3834  -0.0001  0.0021  0.0007
Si  4.4809  9.4912  19.1327  0.0004  0.003  -0.0002
Si  11.071  6.1095  21.1207  0.0013  0.0005  -0.0012
Si  6.6096  10.4857  14.871  -0.0002  -0.0004  0.0025
Si  5.3834  0.7393  21.1671  -0.0007  -0.0032  -0.0027
As  2.2216  10.087  10.618  -0.0085  -0.0032  0.0046
Si  0.4288  10.6439  21.3822  -0.0011  0.0018  -0.0007
Si  5.8499  5.2672  21.1235  -0.0006  0.0026  -0.0004
Si  3.5597  7.2011  10.1315  0.0014  -0.007  0.0071
Si  9.0393  5.7386  14.9127  0  0.001  0.0024
Si  3.6443  4.1086  19.0946  0.0006  0.0005  -0.0006
Si  10.0334  3.6709  19.3323  -0.0007  0.0016  0.0001
Si  4.2685  8.7041  15.3617  0.0024  0.0019  -0.0003
Si  0.4608  1.9458  17.1675  0.0013  0.0011  0.0017
Si  6.7928  7.5412  19.2433  -0.0003  0.0009  -0.0012
Si  5.2734  3.6356  16.7725  -0.0002  0.0009  0.0027
Si  7.7835  5.0065  17.5439  0.0005  0.0015  0.0028
Si  6.7363  9.9409  10.3495  0.0025  0.0044  -0.007
Si  4.5102  1.0561  10.217  0.0152  0.0018  -0.0117
Si  0.0723  9.0067  12.1093  -0.0038  -0.004  0.003
Si  9.0988  8.6413  20.9348  -0.0008  0.0017  -0.0002
Si  4.5645  1.7017  14.6004  -0.0002  0.0013  0.0013
Si  2.4425  2.0972  21.0407  -0.0012  0.0011  -0.0004
Si  6.4868  3.3894  10.359  0.0033  -0.0012  -0.0076
Si  3.46  5.9393  16.7274  0.0011  0.0008  0.0019
Si  9.9638  6.5941  10.3792  0.0014  0.0016  -0.0011
O  0.1272  2.636  18.6045  0.0001  0.0008  0.0002
O  2.9246  9.6527  15.5871  0  0.0022  0.0002
O  10.8625  4.8101  20.1605  0  0.0003  -0.0002
O  7.722  2.443  9.886  -0.0001  0.008  0.0065
O  10.9191  5.3207  10.8057  0.0025  0.0025  -0.0012
O  6.5895  6.7657  12.8338  0.0029  -0.0005  -0.002
O  10.5462  8.0527  10.8646  0.0059  0.0067  0.0063
O  7.6507  9.4678  14.0447  0.0002  0.0032  -0.0005
O  8.4801  6.3498  11.002  -0.003  -0.004  0.0039
O  5.3571  10.4831  20.0752  -0.0009  0.0016  0.0022
O  2.1811  3.7376  11.4437  0  0.0001  0.001
O  7.9766  8.5544  19.7482  0.0004  0.0004  -0.0001
O  6.2098  6.7441  20.5483  0.0009  0.0005  0.0014
O  5.5293  2.7268  15.4467  0.0006  0.0015  -0.0006
O  1.3017  0.9386  20.6984  0.0005  0.0002  0.0017
O  6.1116  9.1027  11.61  0.0009  -0.0015  0.0008
O  4.6693  5.0172  16.1433  -0.0008  0.0022  0.0004
O  6.6033  3.8931  17.6861  0.0004  0.0008  -0.0015
O  10.5939  10.5786  11.9589  0.0011  0.0023  -0.0017
O  5.5872  0.5346  14.0036  0.0001  0.0016  -0.0005
O  8.0083  5.0489  15.9424  0.001  0.0004  -0.0023
O  9.7437  9.8687  15.5872  0.0001  0.0013  -0.0034
O  -0.3934  5.2318  15.2196  0.0011  0.0006  -0.0006
O  1.5674  6.8438  20.8037  -0.0004  0.0014  0.0016
O  1.5001  0.6591  17.1791  -0.0003  0.0022  -0.0003
O  6.5933  1.7737  20.8007  0.0007  0.0016  0.0032
O  1.0806  1.7483  12.8519  0.001  0.0013  -0.0006
O  3.2355  5.5193  18.3184  0.0008  0.0014  -0.0003
O  9.6711  1.9514  11.5161  0.0015  0.0012  0.0027
O  1.0264  3.1397  16.2097  -0.0003  0.0019  -0.0003
O  8.6449  5.2702  13.4065  0.0012  0.0013  0.002
O  10.2111  8.4482  13.4039  -0.0002  0.0028  -0.002
O  1.4461  9.4102  21.6783  -0.0001  0.0019  0
O  10.0771  9.944  20.6072  0  -0.0004  0.001
O  3.5676  0.2282  11.291  -0.005  -0.0039  -0.0015
O  5.2216  2.4241  10.7875  0.0023  0.0014  -0.0001
O  1.6442  4.1609  13.8995  -0.0014  0.001  0.0011
O  8.0098  10.8706  10.8128  -0.0056  -0.0032  0.0007
O  9.1434  4.486  18.2447  0.0014  0.0009  0.0002
O  5.6276  9.5521  15.8073  0.0003  0.0006  -0.0022
O  5.6503  0.0208  9.687  0.0012  0.0044  0.0078
O  3.6194  2.4029  13.4399  0.0016  0.0011  0
O  2.0281  5.6602  16.0116  0.0004  -0.0004  -0.0029
O  9.7108  1.1135  14.0405  0.0012  -0.0009  0.001
O  4.3816  7.0576  11.5159  -0.0006  0.0033  -0.0026
O  4.7376  4.5144  20.2208  0.0002  0.0012  0.0008
O  9.9562  1.3879  16.6502  0.0008  0.0016  -0.0002
O  6.8428  4.3415  11.6389  -0.0008  0.005  0.0012
O  5.5802  8.4113  18.5745  0  0.001  0.0011
O  9.0724  2.7409  20.2721  0  0.0013  0.0004
O  3.6012  1.1562  15.7882  0.0005  0.002  0.0001
O  4.2068  3.097  17.9136  0.001  0.0014  -0.0007
O  9.9134  7.2282  20.891  0.0015  0.0001  0.0014
O  3.1789  8.7734  9.8549  -0.0007  0.0058  -0.0016
O  3.9539  7.4491  16.3628  0.0004  -0.0005  -0.0009
O  7.6367  0.5249  15.7055  0.0017  0.001  -0.001
O  8.8495  7.3352  15.2182  0.0012  0.0012  0.0002
O  3.9282  1.4509  21.1271  0.0036  0.0011  0.0023
O  1.7244  9.0774  12.108  0.001  0.0031  -0.0097
O  2.3107  6.1744  10.2179  0.0007  0.0047  0.0022
O  7.3444  6.4609  18.1466  0.0004  0.0014  0.0003
O  7.2098  4.369  21.1117  -0.0006  -0.0007  0.0016
O  4.5989  8.2988  13.8006  0.0008  0.0016  0.0023
O  3.3296  8.6662  19.9523  0.0012  0.0011  0
O  2.4813  3.263  19.8789  0.0012  0.0019  -0.0003
O  3.7359  10.3831  17.9791  -0.0001  0.0001  0

Results
free energy: -139055.309 eV
free energy less fixed offsets of As -4856.12, O -568.88, Si -635.61 eV per atom: 1.121 eV

The program warned: the cutoff lies below the one the program advises for these potential files; the exchange-correlation potential is rough where the density is thin.
